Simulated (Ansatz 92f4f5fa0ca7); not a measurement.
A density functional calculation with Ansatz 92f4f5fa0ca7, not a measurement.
Periodic cell of 258 atoms, Si144O114, from a study of silicon, its oxide and their interface. The atomic structure is a simulated model.
This geometry differs little from another in the collection (a relaxation step or a small displacement).

Settings
functional: r2SCAN
potential files: Ansatz PAW
basis: plane waves
wave-function cutoff: 800 eV
density cutoff ratio: 5
exchange-correlation grid ratio: 1
k mesh: 1 x 1 x 1, shifted by 0.5 0.5 0 of a step
self-consistency stop: 1e-10 eV per atom in the density residual
occupations: fixed
spin: none
net charge: 0

Cell vectors (angstrom)
a  10.88  0  0
b  0  10.88  0
c  -3.1534  -4.6593  36.31

Atoms: element, x, y, z (angstrom)
Si  7.3096  0.8204  1.4979
Si  10.0344  3.6394  1.5832
Si  6.3199  7.3157  1.5949
Si  9.009  -0.8829  1.518
Si  3.5926  -0.5979  -1.0211
Si  3.8781  4.3663  1.5139
Si  12.5464  6.5244  1.4748
Si  4.6102  -1.9132  1.5543
Si  8.2418  2.6288  2.7337
Si  10.9667  5.3986  2.7991
Si  8.1182  -2.6492  2.7851
Si  10.8376  0.1021  2.6522
Si  2.663  2.762  2.7063
Si  5.4217  5.525  2.8286
Si  13.6765  8.115  2.7733
Si  5.5126  -0.0709  2.7279
Si  6.8391  4.063  4.0122
Si  9.5209  6.792  4.0327
Si  6.8006  -1.3565  4.2334
Si  9.5346  1.3286  4.1917
Si  12.2843  4.0777  4.2086
Si  14.9453  6.7977  4.2473
Si  12.2478  9.5609  3.9731
Si  4.0726  1.3409  3.9832
Si  5.4446  2.7109  5.3687
Si  8.1714  5.4207  5.4087
Si  5.4371  8.1589  5.5519
Si  8.1729  -0.0011  5.5354
Si  10.9045  2.7007  5.5103
Si  13.6108  5.4308  5.5603
Si  10.8914  8.1782  5.368
Si  13.6146  -0.0026  5.3915
Si  6.7901  1.383  6.8052
Si  9.5097  4.0693  6.8022
Si  6.8231  6.7657  6.8177
Si  9.5561  9.5009  6.8015
Si  12.2946  1.3397  6.8183
Si  4.1264  4.0523  6.8095
Si  12.2128  6.8243  6.8051
Si  14.9473  -1.3302  6.8341
Si  8.1561  2.7186  8.1778
Si  10.8656  5.4228  8.1423
Si  8.1788  8.1523  8.1383
Si  10.9087  -0.01  8.1548
Si  2.7763  2.7113  8.1767
Si  5.4546  5.416  8.1779
Si  13.5676  -2.6964  8.1657
Si  5.4631  0.0172  8.1797
Si  6.8084  4.069  9.5424
Si  9.5221  6.7981  9.4663
Si  6.8374  9.5143  9.52
Si  9.54  1.3354  9.5159
Si  12.2253  4.0419  9.4985
Si  4.0485  6.7941  9.488
Si  12.233  -1.3418  9.5499
Si  4.1511  1.3872  9.5501
Si  5.5302  2.6989  10.9644
Si  8.1687  5.4706  10.8139
Si  5.4118  8.1669  10.8275
Si  8.2614  -0.0642  10.9116
Si  10.9047  2.6544  10.91
Si  13.541  5.4413  10.8341
Si  10.8478  8.1306  10.8413
Si  13.6276  0.0525  10.8414
Si  6.9726  1.2993  12.3004
Si  9.5609  4.1522  12.129
Si  6.772  6.8008  12.1476
Si  9.5824  -1.4548  12.3333
Si  12.2631  1.26  12.3305
Si  4.0007  4.068  12.1523
Si  12.2131  6.8495  12.2193
Si  4.0601  9.5607  12.1758
Si  8.3281  2.8239  13.5723
Si  10.8121  5.5174  13.5709
Si  8.0333  8.1437  13.6121
Si  11.4188  -0.6109  13.6263
Si  2.6769  2.7698  13.6133
Si  5.2798  5.528  13.4174
Si  13.3328  8.4598  13.5219
Si  5.4453  0.0013  13.5559
Si  6.4634  3.8648  14.5955
Si  8.1176  -0.441  17.3623
Si  6.4166  -1.6159  14.9533
Si  10.1996  2.628  15.1961
Si  4.3092  1.5924  14.8391
Si  4.0991  7.1291  14.8083
Si  10.7208  0.4096  15.6758
Si  1.2223  4.0891  14.9271
Si  7.0581  5.6918  23.4492
Si  9.0906  6.5468  14.9334
Si  5.6677  0.0684  22.2862
Si  13.2547  2.5519  24.2597
Si  9.4949  3.8659  17.0357
Si  13.1655  -0.5357  19.9779
Si  9.3006  4.7064  -5.6076
Si  6.3115  6.6736  26.0715
Si  3.4032  2.0103  21.4442
Si  13.3909  2.5883  -7.7398
Si  5.9669  3.8951  -0.6916
Si  3.7461  -2.6492  -8.0727
Si  12.0513  1.0865  -0.7764
Si  8.8643  4.4052  -0.2617
Si  13.551  5.2858  25.6857
Si  7.7899  2.403  18.7615
Si  10.4625  2.3835  25.4474
Si  12.102  4.7758  -9.5339
Si  0.8434  1.9503  1.3979
Si  10.8273  6.6357  -7.2803
Si  3.3169  3.4539  18.6352
Si  4.2489  -2.5193  21.1248
Si  6.9762  6.609  -0.5153
Si  6.481  6.5014  20.4539
Si  5.9866  1.1895  -1.3921
Si  3.2246  -0.0401  -9.0876
Si  7.671  4.9704  16.1446
Si  7.0967  1.0605  -8.838
Si  2.8636  7.3865  23.5646
Si  3.608  4.1433  -5.2489
Si  11.234  -2.0241  23.9824
Si  8.9785  7.0713  25.1579
Si  8.2214  1.1613  21.4695
Si  6.2504  4.2047  18.4873
Si  7.9063  2.8582  24.0763
Si  13.2612  6.9733  -5.5948
Si  11.7278  7.4352  -1.3922
Si  6.3434  7.5675  -3.1871
Si  2.2494  5.5245  16.7225
Si  6.4375  0.5655  25.2917
Si  10.4281  -0.8592  21.243
Si  10.4438  4.9082  -2.7396
Si  9.9272  -0.9403  -1.4488
Si  10.6441  6.7054  17.441
Si  8.4429  0.2274  -6.2771
Si  10.9658  2.0384  -5.8913
Si  12.5539  2.7323  -3.383
Si  13.5807  -1.568  25.7503
Si  3.59  0.5112  26.0883
Si  8.9413  -2.7009  19.4811
Si  7.5232  -0.5972  -3.4756
Si  13.4315  0.8486  17.2697
Si  9.0811  -2.0005  -8.2103
Si  3.3055  8.1467  -3.0089
Si  6.4995  7.1688  -7.9821
Si  6.5162  5.4194  -5.3185
O  8.3703  -1.5147  18.5355
O  6.7949  -0.4355  -9.4274
O  7.5843  0.964  17.9925
O  3.5748  6.1832  16.0345
O  10.2116  3.4556  -6.0346
O  6.5226  0.2948  -2.602
O  5.4494  2.7146  15.2344
O  5.1943  0.4995  26.3086
O  11.7975  7.2263  0.2019
O  4.7089  3.6454  0.2907
O  12.8641  3.4884  -8.9706
O  12.043  0.3996  16.6095
O  5.8987  2.7543  -1.8376
O  6.0935  5.0414  19.8678
O  6.7911  -1.9608  -3.9524
O  6.0723  5.9698  -8.9948
O  13.0132  -0.1961  -0.4664
O  5.3557  -2.5677  -8.0448
O  2.743  2.7933  22.6947
O  3.1521  -1.1543  -7.9205
O  9.9029  0.8952  -6.2401
O  4.2407  -1.7082  -0.0496
O  4.8917  -1.2663  21.8878
O  11.6897  5.7271  -8.2982
O  3.3943  1.3965  -8.3847
O  3.033  5.9719  24.2785
O  12.161  7.6873  23.3339
O  7.7194  4.3711  -5.6099
O  9.4799  4.0589  -1.7423
O  3.0371  -1.9231  20.2623
O  3.4629  -2.3086  24.4992
O  2.77  5.431  0.8996
O  13.2312  7.3497  -1.9846
O  5.975  6.1703  24.556
O  12.1119  5.8034  26.1634
O  8.4824  6.0017  -0.2912
O  12.1307  1.9297  -6.9937
O  9.514  -0.8859  -9.3166
O  10.9292  -0.983  22.7731
O  9.9276  0.893  25.7465
O  7.6407  -0.3039  25.9163
O  4.4901  0.729  -1.0277
O  3.0923  3.1096  -4.1022
O  9.6709  6.1382  26.2607
O  4.8773  1.4316  21.8385
O  6.9869  -1.0019  16.3467
O  3.2751  7.2533  -6.9059
O  9.4446  -2.097  20.8876
O  3.3774  3.0817  20.2081
O  7.42  3.6805  0.0083
O  7.0785  0.0225  21.4944
O  3.2648  7.6806  -9.5011
O  12.0459  -1.3605  25.2204
O  10.2216  7.4687  18.777
O  10.8168  6.3013  -2.0612
O  11.805  4.1066  -3.0244
O  9.2797  2.923  18.3436
O  8.4301  1.5194  -9.629
O  10.4507  5.0915  17.5606
O  7.7888  2.2485  20.3632
O  8.3397  1.8328  22.9114
O  7.6543  7.5597  25.9359
O  7.3966  1.0027  -7.263
O  6.9408  1.001  -0.105
O  7.0152  7.6989  -1.7179
O  11.5896  -0.8354  20.1144
O  5.9425  2.1182  -9.245
O  13.3239  2.3537  17.8329
O  5.2605  -2.7257  15.3534
O  6.4846  6.5215  -6.5112
O  10.6168  0.5245  -1.3111
O  9.2092  -1.3402  -0.0604
O  9.7723  7.3342  16.2253
O  3.6598  7.3017  22.1775
O  6.6731  6.3258  22.0319
O  2.725  5.4873  -5.0834
O  7.8649  7.8473  -8.5251
O  10.4043  7.98  -8.0472
O  3.3815  3.4762  -6.7149
O  5.99  5.4409  -1.1624
O  3.4794  -1.2036  -2.5206
O  12.7489  1.9065  -2.0118
O  3.7505  0.8183  16.1757
O  2.8068  -0.1467  18.4957
O  7.8261  7.051  19.7451
O  8.8818  -0.9005  -2.6721
O  4.8384  3.5087  18.0945
O  9.7101  5.206  -4.1399
O  5.9547  0.0019  23.8614
O  9.6344  0.529  21.0554
O  13.4513  0.6905  20.9956
O  13.5314  8.1033  -4.4872
O  12.2083  6.8321  17.0592
O  6.8502  6.2536  -3.9776
O  11.0729  -2.0267  -1.7804
O  9.5296  5.8552  -6.729
O  8.6536  -1.2726  -6.8343
O  9.8642  -2.5917  24.5973
O  9.2573  3.2915  24.8449
O  11.6622  2.3083  24.3644
O  2.7712  3.7214  25.3118
O  11.6228  1.8848  -4.4215
O  7.123  4.0833  23.3891
O  6.6734  5.3784  17.4069
O  6.9099  2.1079  25.1052
O  11.7098  7.0319  -5.9975
O  4.7418  7.4358  -3.0941
O  8.5317  6.2065  23.867
O  9.4821  -0.2557  16.4971
O  3.2375  1.2547  24.6789
O  7.8321  0.2454  -4.8094
O  5.164  4.5539  -5.1567
O  5.3058  7.583  20.187
O  13.5064  4.85  18.1615

Results
free energy: -157132.271 eV
free energy less fixed offsets of O -570.45, Si -639.56 eV per atom: -4.331 eV

Forces (eV/angstrom), in the order of the atoms: element, x, y, z
Si  -0.0177  0.0139  -0.086
Si  -0.0046  0.0025  0.0023
Si  0.0053  -0.0056  -0.0001
Si  0.0154  -0.0215  -0.0835
Si  -0.0157  0.0123  -0.2004
Si  0.0158  -0.0127  -0.0797
Si  -0.0213  0.024  -0.1053
Si  -0.0173  0.0114  -0.0767
Si  0.0061  0.0041  -0.0009
Si  -0.0036  -0.0095  0.0039
Si  -0.0088  -0.0029  0.0029
Si  0.0033  0.0108  0.0075
Si  -0.0109  -0.0042  0.0031
Si  0.0037  0.0102  0.0037
Si  0.0011  -0.001  0.0065
Si  0  -0.0027  0.0081
Si  -0.0023  -0.0019  -0.0031
Si  0.0018  0.0021  -0.0046
Si  0.0018  0.0009  0.0002
Si  -0.0009  -0.0017  0.0022
Si  0.0034  0.0031  0.0007
Si  0  -0.0024  -0.0005
Si  -0.0017  -0.0008  -0.0027
Si  0.0017  0.0009  -0.0031
Si  0.0016  0.0007  -0.001
Si  0.0008  -0.0004  0.001
Si  0.0009  -0.0004  -0.0019
Si  0.0014  0.001  -0.0003
Si  -0.0011  -0.0018  -0.0021
Si  -0.0021  0.0002  0.0005
Si  0.0013  -0.0005  -0.0006
Si  -0.0009  0.0004  0.0012
Si  -0.0005  -0.0006  0.0016
Si  0.0003  0.0003  0.0014
Si  -0.0008  -0.001  0.0014
Si  0.0013  0.0006  0.0021
Si  0.0009  0.0021  0.0021
Si  0  -0.0008  0.0022
Si  -0.0001  -0.0004  0.0019
Si  -0.0013  -0.0017  0.0009
Si  0.0001  0.0008  0.0018
Si  0.0003  0.0009  0.0011
Si  0.0015  -0.0005  0.0012
Si  0.0005  -0.0008  0.0019
Si  0.0006  -0.0017  0.0004
Si  0.0017  -0.0002  0.0018
Si  -0.0005  0.0003  0.0013
Si  0.0002  0.0006  -0.0003
Si  -0.0003  0.0001  0.0012
Si  0.0003  0.0003  0.0016
Si  0  0  0.0013
Si  0.0016  -0.0008  0
Si  -0.001  -0.0034  0.0015
Si  0.0005  0.0002  0.0003
Si  0.0014  -0.0013  -0.0001
Si  0.0013  0.0009  0.0012
Si  -0.0035  -0.0017  0.0006
Si  0.0002  -0.001  0.0011
Si  0.0007  0.0031  0.0019
Si  -0.0021  -0.0019  0.001
Si  0.0023  0.0016  0.002
Si  -0.0007  0.004  0.0031
Si  0.0019  0.0017  0.001
Si  -0.0028  -0.0011  0.001
Si  -0.0037  -0.0069  0.0001
Si  0.0007  -0.0046  0.0005
Si  -0.0011  -0.0031  0.0013
Si  0.0048  0.0019  0.003
Si  -0.006  0.0022  0.0007
Si  0.0041  -0.0031  0.0018
Si  0.0046  0.0033  0.0028
Si  -0.0004  -0.0051  0.0032
Si  -0.0072  0.009  0.0022
Si  -0.0011  0.0049  0.0042
Si  -0.0053  -0.0019  0.0036
Si  -0.0042  -0.0013  -0.0024
Si  0.0102  -0.0043  0.0061
Si  0.0002  0.0033  0.0042
Si  0.002  -0.0027  0.007
Si  -0.0005  0.0026  0.0039
Si  0.0092  -0.0022  -0.0185
Si  0.0049  0.0064  -0.2425
Si  -0.0177  -0.0227  -0.0934
Si  0.0006  0.0113  0.0144
Si  0.0202  0.0237  -0.0855
Si  0.0028  0.0132  -0.0737
Si  -0.0087  0.0292  -0.1104
Si  -0.0016  -0.0033  -0.0056
Si  -0.0233  -0.0002  -0.3263
Si  -0.0087  -0.0237  -0.0507
Si  -0.0101  0.0017  -0.2866
Si  0.0235  -0.0001  -0.3034
Si  -0.0111  0.0174  -0.1458
Si  0.0128  0.0271  -0.2629
Si  -0.0105  0.003  -0.2964
Si  0.0291  0.0244  -0.2747
Si  -0.0056  -0.002  -0.3382
Si  0.0213  -0.0361  -0.3177
Si  0.0078  -0.0079  -0.1613
Si  0.0037  0.0566  -0.297
Si  0.0323  -0.0087  -0.2067
Si  -0.0004  0.0079  -0.1725
Si  0.0202  -0.0276  -0.2613
Si  0.0326  0.0401  -0.2395
Si  -0.0278  0.0114  -0.2683
Si  -0.0208  0.0052  -0.2938
Si  0.0055  -0.0134  -0.0028
Si  0.0334  0.0135  -0.2856
Si  -0.0413  0.0572  -0.2764
Si  0.0109  0.0207  -0.2708
Si  -0.0003  0.0144  -0.1938
Si  0.0348  -0.0602  -0.3199
Si  -0.0135  -0.0298  -0.2228
Si  -0.011  -0.0232  -0.2506
Si  0.0361  -0.0293  -0.0729
Si  -0.0376  0.0182  -0.2897
Si  0.019  0.0179  -0.2877
Si  0.0081  0.0159  -0.2771
Si  -0.0137  0.0451  -0.2953
Si  -0.0016  0.022  -0.2598
Si  -0.0021  0.0334  -0.3272
Si  0.041  -0.0136  -0.2185
Si  -0.0124  -0.0318  -0.2827
Si  -0.0181  -0.029  -0.3177
Si  0.0159  -0.0278  -0.2205
Si  -0.0135  -0.044  -0.2714
Si  0.0001  -0.0008  -0.1746
Si  -0.0253  0.0201  -0.2934
Si  -0.04  -0.0233  -0.2943
Si  0.0354  0.006  -0.2941
Si  -0.0165  -0.0113  -0.2328
Si  0.0102  -0.0621  -0.2106
Si  -0.0146  -0.0171  -0.3489
Si  -0.0044  -0.0265  -0.2877
Si  0.0034  0.0342  -0.3096
Si  -0.0238  0.0037  -0.2076
Si  0.0131  -0.0228  -0.2176
Si  0.0313  -0.0069  -0.2731
Si  0.0137  0.0213  -0.3095
Si  -0.0148  0.0293  -0.2529
Si  0.0086  0.0331  -0.2598
Si  -0.0081  -0.0541  -0.2703
Si  -0.022  0.0044  -0.3215
Si  -0.01  0.0068  -0.2999
O  0.0215  -0.066  0.1511
O  0.0321  0.0291  0.125
O  -0.0119  0.0424  0.0977
O  -0.0235  -0.0257  0.0811
O  -0.0088  0.0182  0.0997
O  -0.0492  0.059  0.149
O  -0.0054  -0.0066  0.0392
O  -0.0382  0.0051  0.105
O  0.0248  -0.0303  0.1604
O  -0.0465  0.0199  0.1025
O  0.0302  -0.0509  0.1494
O  0.0714  -0.0023  0.1052
O  0.0046  0.0185  0.0881
O  -0.0073  0.1  0.1665
O  -0.0033  -0.0076  0.106
O  -0.0087  0.0908  0.1837
O  -0.021  0.0244  0.0753
O  0.0088  -0.02  0.1023
O  -0.0482  0.0267  0.2339
O  -0.0008  -0.0406  0.1113
O  0.0225  0.0245  0.1012
O  0.0368  -0.0383  0.136
O  0.021  0.0349  0.103
O  -0.0443  0.0673  0.1837
O  -0.0228  0.0711  0.1213
O  -0.009  -0.0546  0.1491
O  0.0013  -0.0026  0.104
O  0.0039  0.0068  0.0951
O  -0.056  -0.0219  0.1858
O  0.0416  -0.0425  0.1102
O  -0.0069  0.0542  0.1555
O  0.0036  -0.0052  0.0491
O  -0.0518  -0.0028  0.1157
O  -0.0282  0.0347  0.1858
O  -0.0499  0.0087  0.1161
O  -0.0021  0.0004  0.0724
O  -0.0793  -0.0039  0.1598
O  -0.0217  -0.0863  0.1593
O  0.0426  -0.0547  0.2211
O  -0.025  -0.039  0.1206
O  0.0676  -0.011  0.1291
O  -0.0038  0.0003  0.0684
O  -0.0532  -0.0497  0.1503
O  0.0571  -0.0254  0.1411
O  0.0284  -0.0272  0.1081
O  0.0468  0.0334  0.1264
O  -0.056  -0.0613  0.2027
O  0.0457  0.0513  0.1508
O  0.0047  -0.0743  0.2228
O  0.0297  -0.0067  0.0696
O  -0.0443  -0.0138  0.1119
O  0.0399  0.0436  0.2014
O  0.0561  0.0216  0.1279
O  -0.0547  0.062  0.1426
O  0.0167  0.0506  0.1038
O  -0.0303  0.0175  0.1094
O  -0.0465  -0.0553  0.1449
O  -0.0356  0.0019  0.1112
O  0.0145  0.0394  0.0672
O  0.0293  -0.0831  0.2423
O  -0.0091  0.0767  0.2191
O  -0.0292  0.0046  0.1003
O  0.0598  -0.0277  0.2079
O  0.0473  -0.0141  0.1526
O  0.0269  -0.0294  0.1926
O  -0.0345  -0.0052  0.115
O  0.0281  -0.0605  0.1291
O  0.0261  0.0182  0.1089
O  0.0086  0.0066  0.0429
O  -0.0008  -0.0832  0.2287
O  0.0215  0.0282  0.0892
O  -0.033  0.0068  0.1552
O  0.0358  0.0142  0.116
O  -0.0631  -0.0362  0.1865
O  0.0314  -0.0377  0.2644
O  0.0049  -0.0127  0.0977
O  0.0037  0.0012  0.095
O  0.0198  -0.0413  0.107
O  0.038  0.0648  0.1939
O  0.0098  -0.0009  0.0953
O  0.0032  0.0564  0.131
O  -0.0242  -0.0728  0.2058
O  -0.0471  -0.0194  0.1301
O  -0.0085  -0.0647  0.1962
O  -0.0581  -0.0178  0.1159
O  0.0729  -0.0092  0.1497
O  -0.0105  -0.0038  0.074
O  0.0479  0.0091  0.2293
O  0.0352  0.0194  0.2371
O  0.0006  -0.0039  0.1008
O  0.0234  0.0491  0.1284
O  0.037  0.0594  0.206
O  -0.0218  0.0305  0.0706
O  0.0008  0.083  0.1819
O  -0.009  0.0132  0.0676
O  -0.0417  -0.0616  0.1393
O  -0.0179  0.0604  0.1598
O  -0.0439  -0.0451  0.1147
O  0.0675  -0.011  0.118
O  -0.045  0.0014  0.1156
O  0.0013  0.0466  0.117
O  0.0608  0.0222  0.1979
O  0.0109  -0.0041  0.0975
O  -0.0616  -0.0172  0.1573
O  -0.0233  -0.0305  0.1186
O  0.0528  0.0098  0.14
O  -0.003  0.0188  0.0898
O  0.0426  0.0333  0.1374
O  -0.0617  -0.0274  0.1004
O  0.017  -0.057  0.1531
O  -0.0473  -0.0387  0.2382
O  0.0046  -0.0016  0.0861
O  -0.0399  0.0341  0.1073
O  0.0464  -0.0518  0.1435

The program warned: the cutoff lies below the one the program advises for these potential files; the forces do not sum to zero within the program's tolerance; empty levels may hold ghost states of the PAW files; the exchange-correlation potential is rough where the density is thin.
